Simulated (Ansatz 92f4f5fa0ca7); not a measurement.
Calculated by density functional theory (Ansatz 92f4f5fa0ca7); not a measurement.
Periodic cell of 204 atoms, Si117O87, from a study of silicon, its oxide and their interface. The atomic structure is a simulated model.

Settings: functional PBE; potential files Ansatz PAW; basis plane waves; wave-function cutoff 700 eV; density cutoff ratio 5; exchange-correlation grid ratio 2; k mesh 2 x 2 x 1, shifted by 0.5 0.5 0.5 of a step; self-consistency stop 5e-08 eV per atom in the density residual; occupations Fermi-Dirac, 0.05 eV; spin none; net charge 0.

Cell vectors (angstrom)
a	11.5983	0	0
b	0	11.5983	0
c	3.5363	3.2749	26.206

Atoms: element, x, y, z (angstrom)
Si	0.7562	8.1272	-1.9202
Si	-1.4845	11.8761	-0.7242
Si	8.4422	3.3752	-3.5693
Si	3.6194	9.2963	-1.612
Si	4.9091	12.1369	-0.9384
Si	0.2244	4.8068	0.8247
Si	7.7531	10.2921	2.3658
Si	7.7611	7.429	-1.7729
Si	9.0794	4.6445	-0.9321
Si	0.8828	8.6908	1.5134
Si	0.7083	12.5796	1.2288
Si	1.8177	5.2025	-0.8744
Si	3.9187	6.7598	2.6297
Si	3.1281	12.6712	1.2936
Si	4.1045	4.8564	1.2736
Si	8.0973	8.2891	0.9665
Si	10.9245	8.8259	-0.1807
Si	7.185	4.4041	1.2881
Si	0.1939	10.6572	2.5984
Si	0.0432	14.523	2.3824
Si	0.1533	6.6283	2.4616
Si	3.8619	10.6475	2.4528
Si	3.7114	14.512	2.6411
Si	3.2801	8.6376	1.3204
Si	7.5002	12.2102	1.0467
Si	7.4632	14.1011	2.5819
Si	7.7047	6.4747	2.4298
Si	-1.9067	10.4731	3.7388
Si	-2.0165	14.3294	3.7099
Si	-1.9193	6.5727	3.7649
Si	2.0862	10.6295	3.9949
Si	1.8347	14.5264	3.9821
Si	2.0034	6.6589	3.9613
Si	5.8131	10.4638	3.821
Si	5.6436	14.2943	4.0132
Si	5.8485	6.6649	3.9591
Si	-1.8793	8.5532	5.1262
Si	-1.9325	12.4004	5.0969
Si	-2.054	4.6382	5.1546
Si	2.0263	8.6472	5.2694
Si	1.9944	12.5564	5.3281
Si	1.9314	4.7958	5.3474
Si	5.8108	8.6118	5.318
Si	5.7768	12.3482	5.3398
Si	5.7487	4.6862	5.3363
Si	0.0452	8.6526	6.5179
Si	-0.0276	12.404	6.4936
Si	-0.1008	4.7363	6.4719
Si	3.8756	8.656	6.7479
Si	3.8737	12.5103	6.803
Si	3.8259	4.775	6.7321
Si	7.8239	8.5497	6.5839
Si	7.8119	12.3428	6.5955
Si	7.6664	4.5974	6.7309
Si	0.0422	10.5446	7.9658
Si	-0.1322	14.3651	7.73
Si	0.0302	6.6872	7.7652
Si	3.8674	10.588	8.1907
Si	3.6612	14.4887	8.1364
Si	3.8613	6.6973	8.0983
Si	7.8354	10.4331	8.024
Si	7.6259	14.1249	8.1284
Si	7.7909	6.6486	7.9783
Si	9.7999	10.4819	9.4414
Si	9.6948	14.2937	9.213
Si	9.8191	6.7026	9.2061
Si	1.8588	10.6305	9.5528
Si	1.5996	14.3693	9.2953
Si	1.8122	6.6957	9.2978
Si	5.9064	10.6535	9.4303
Si	4.7465	3.1083	10.2097
Si	5.8584	6.8579	9.3545
Si	10.5485	8.528	10.644
Si	10.2964	12.4797	10.6546
Si	10.133	4.6949	10.3712
Si	1.522	8.5539	10.7474
Si	1.0923	12.5849	10.8474
Si	1.0224	4.7474	10.4367
Si	5.7624	8.6983	10.8791
Si	6.2479	12.9949	9.9246
Si	5.8803	5.0847	10.863
Si	4.7228	9.715	14.4774
Si	8.1123	13.3759	12.523
Si	8.1549	4.7958	11.7143
Si	3.6414	8.2208	12.0033
Si	2.5958	15.7285	12.0935
Si	1.5359	2.5749	13.5327
Si	5.2128	4.8546	15.1812
Si	7.1509	9.7094	20.6913
Si	8.3554	7.7477	12.7205
Si	4.4834	11.7305	16.5758
Si	2.1197	3.9479	18.1249
Si	4.195	5.9016	12.4111
Si	-0.1453	5.5557	17.5042
Si	1.0498	8.853	20.6197
Si	7.4386	8.9159	15.3249
Si	9.2837	6.0763	18.1153
Si	6.7272	0.0818	14.6896
Si	1.9415	11.2045	22.3526
Si	3.7244	14.4844	20.4097
Si	11.5662	1.515	21.0359
Si	1.4674	3.828	22.3548
Si	4.1797	6.3069	17.7898
Si	1.8759	7.9707	17.9022
Si	7.9785	4.0931	16.0701
Si	10.746	1.3154	17.9984
Si	5.418	12.0766	19.5162
Si	6.3256	7.2737	22.6091
Si	9.1063	5.6331	22.8148
Si	7.9482	2.1717	18.4785
Si	2.9642	14.2183	15.4298
Si	8.6389	16.395	19.918
Si	-0.7393	3.3802	15.5559
Si	8.674	8.3421	18.148
Si	9.1847	11.427	22.411
Si	5.5377	5.5367	20.3202
Si	-0.1638	9.9762	18.1402
O	10.07	10.4666	23.3862
O	-0.0689	12.5769	-0.2821
O	-1.3174	10.272	-0.5686
O	4.0414	10.798	-1.1918
O	9.3873	3.8716	-2.3403
O	3.8552	8.4024	-0.2546
O	10.4477	4.9109	-0.1205
O	3.8718	13.1199	-0.1495
O	6.2494	11.9443	-0.0133
O	3.2828	5.1962	-0.1162
O	7.2618	8.338	-0.4975
O	8.898	12.4383	0.1994
O	5.6545	4.6653	0.6738
O	9.6648	7.9505	0.4621
O	9.7536	8.3362	12.1063
O	8.3438	6.1092	12.6947
O	9.5622	12.6998	12.1689
O	7.5327	12.8625	13.9574
O	7.6731	8.4947	16.8645
O	1.4622	12.8532	12.4965
O	5.9627	12.2199	16.0387
O	7.0758	12.9014	11.3668
O	3.6117	2.8946	11.4562
O	7.0632	8.3961	11.9372
O	7.4436	3.0131	17.1875
O	4.32	3.4912	15.1196
O	7.7838	8.9035	19.4155
O	6.5407	8.6692	21.7802
O	-1.8858	12.17	-2.2544
O	9.1572	2.0876	-4.2882
O	1.9308	9.7138	21.6788
O	2.6769	14.4163	19.1505
O	8.26	5.9995	-1.2545
O	0.9582	11.3933	23.6472
O	10.2107	0.8409	21.6477
O	11.3359	1.7798	19.4499
O	6.706	12.9611	19.0963
O	4.7794	5.8425	13.9752
O	11.7832	7.7818	21.4765
O	3.3921	7.6823	17.357
O	2.1443	3.4432	16.5853
O	-0.2584	4.8791	16.0101
O	5.9399	10.7309	20.2738
O	9.2526	3.4465	15.2796
O	8.5849	14.7809	19.6032
O	3.0626	5.2483	18.2809
O	3.6183	9.0793	13.4835
O	11.106	2.3467	16.8048
O	3.3641	12.8023	16.1178
O	7.7805	10.5137	15.1426
O	8.8611	4.4148	23.8342
O	2.0341	9.1803	-2.0322
O	4.5583	11.6135	18.1986
O	4.4815	13.0353	20.4631
O	5.0397	5.69	16.5717
O	11.6462	9.8366	19.7717
O	0.6054	4.4457	18.4967
O	7.8218	6.6323	22.8151
O	8.3875	8.0935	14.3107
O	1.9762	8.0337	19.5478
O	8.3908	5.4606	16.8516
O	5.8688	8.6384	14.9408
O	8.1653	3.4026	12.6029
O	9.4131	16.5993	21.3387
O	4.8069	4.0883	20.2361
O	0.8712	6.8179	17.3501
O	1.3865	6.6691	-1.4974
O	9.999	9.272	17.8138
O	5.5439	-0.6172	13.7579
O	1.1578	9.3463	17.401
O	5.3336	6.2794	21.7564
O	9.1259	1.1174	18.0937
O	0.0551	2.9394	14.2072
O	4.5483	8.9151	-2.8885
O	8.4032	10.549	21.3018
O	6.7686	4.4121	15.0422
O	3.4698	11.4513	22.8501
O	8.0579	3.8091	0.0098
O	6.9432	3.1225	-2.9802
O	2.866	3.2513	21.7421
O	1.3434	0.629	21.2228
O	5.5652	7.4887	24.0284
O	7.1135	5.2641	20.1904
O	5.1165	6.5443	19.1024
O	11.8178	2.9071	21.8458
O	4.0681	10.3184	15.8593
O	-0.193	11.4925	17.6144

Results
free energy: -123868.697 eV
free energy less fixed offsets of O -569.03, Si -635.61 eV per atom: 3.283 eV
pressure: -0.26 GPa
stress xx, yy, zz, yz, xz, xy (GPa, positive in tension): 0.9, -0.33, 0.21, 0.16, 0.03, -0.12

Forces (eV/angstrom), in the order of the atoms: element, x, y, z
Si	-0.4858	0.2151	-0.0045
Si	0.0803	-0.0093	-0.0181
Si	-0.1833	-0.1613	-0.4992
Si	0.1046	-0.1419	0.0557
Si	0.0646	0.2176	0.033
Si	-0.7453	0.0841	0.3009
Si	0.0866	-0.1249	-0.1439
Si	-0.1423	0.051	-0.3767
Si	-0.0545	-0.0525	-0.3743
Si	-0.2497	0.0219	0.263
Si	-0.5437	-0.3509	-0.1452
Si	0.743	-0.1087	-0.264
Si	-0.065	-0.0414	-0.0897
Si	0.4454	0.1196	0.1209
Si	0.5091	0.1224	-0.3576
Si	-0.255	0.0601	-0.0202
Si	0.5792	-0.2501	-0.3388
Si	-0.3579	-0.164	-0.042
Si	0.115	0.0563	0.1021
Si	-0.0481	-0.0336	0.2094
Si	0.1171	0.0237	0.1603
Si	-0.1788	0.0698	-0.288
Si	0.047	-0.1392	-0.2442
Si	0.3043	-0.0821	-0.3651
Si	0.1055	0.0016	0.0039
Si	0.0933	0.0172	-0.1485
Si	-0.0039	-0.0652	-0.0439
Si	0.0401	0.0239	-0.1614
Si	0.019	0.046	-0.1413
Si	0.1163	0.031	-0.1071
Si	-0.1531	0.1773	0.0929
Si	-0.0415	-0.0163	0.0352
Si	-0.2491	-0.1171	-0.0118
Si	0.0595	0.0427	-0.0498
Si	0.0107	-0.036	0.2311
Si	0.1081	0.001	0.0369
Si	-0.0383	0.05	-0.0092
Si	0.0388	-0.098	0.0626
Si	0.016	0.0006	0.1014
Si	-0.0598	0.0559	-0.0313
Si	0.0908	-0.1171	-0.0079
Si	-0.0409	0.0364	-0.0009
Si	0.0224	-0.0422	0.0382
Si	-0.0725	0.0165	0.0855
Si	0.0051	0.0382	-0.1057
Si	-0.0386	-0.0148	-0.0556
Si	0.0041	-0.0503	-0.0053
Si	0.103	0.0048	0.1012
Si	-0.0547	-0.0357	0.0019
Si	0.0504	-0.0474	-0.0501
Si	-0.0559	-0.096	0.0024
Si	0.0102	0.1154	-0.1495
Si	-0.0552	0.1146	-0.1043
Si	0.0067	-0.1511	0.0926
Si	0.0705	0.2	-0.0459
Si	0.0642	-0.2583	0.112
Si	-0.0772	0.1384	-0.1731
Si	-0.1957	-0.096	0.0423
Si	0.1244	0.0678	0.0203
Si	0.0006	0.1138	-0.1296
Si	0.0498	-0.1626	0.1342
Si	-0.0397	0.0731	-0.0643
Si	-0.1478	0.1052	-0.0262
Si	0.153	0.0816	0.0743
Si	0.1355	-0.0811	-0.01
Si	0.2664	0.1243	0.1373
Si	-0.0145	-0.2773	0.077
Si	-0.3445	-0.1244	-0.2762
Si	-0.2147	-0.0806	-0.0496
Si	0.0048	0.047	-0.2452
Si	-0.1195	-0.1311	0.0453
Si	0.0072	-0.0215	-0.1857
Si	-0.4767	-0.3492	0.2813
Si	-0.355	0.2085	0.1774
Si	-0.068	0.0672	-0.0841
Si	0.0221	0.2481	-0.4856
Si	0.1672	0.069	0.056
Si	0.1776	0.1008	0.313
Si	0.5479	-0.0295	-0.0979
Si	0.3277	0.1332	0.4566
Si	0.1371	-0.0437	-0.0501
Si	0.3361	0.3646	0.4281
Si	-0.12	0.0611	-0.1046
Si	0.2914	-0.1438	0.5306
Si	-0.2946	0.3569	0.6797
Si	-0.1902	0.0005	-0.1163
Si	0.148	-0.0306	0.2465
Si	-0.1522	0.0505	0.1526
Si	0.1655	-0.0157	-0.18
Si	0.2077	-0.2574	0.1178
Si	0.1839	0.113	0.0626
Si	-0.0536	0.0999	0.1432
Si	0.1316	-0.4474	0.5146
Si	0.7134	-0.0505	0.0752
Si	-0.0252	-0.0697	-0.0347
Si	-0.0849	0.3477	0.1491
Si	0.0045	-0.1229	0.0275
Si	-0.0932	-0.1712	0.2816
Si	-0.2236	-0.0676	-0.3518
Si	-0.0616	0.0433	-0.0058
Si	-0.1105	0.03	0.0428
Si	-0.0713	0.073	-0.4352
Si	-0.041	-0.0093	0.1838
Si	-0.0096	-0.1816	0.1495
Si	0.0196	-0.258	0.3855
Si	-0.1787	-0.0166	0.328
Si	0.0559	0.0035	-0.1669
Si	0.2371	-0.1135	-0.3743
Si	0.0175	0.2274	-0.5084
Si	0.0379	0.0677	0.3009
Si	0.0874	-0.239	0.3265
Si	-0.4295	-0.4778	0.6618
Si	-0.042	0.0809	0.4111
Si	-0.2066	0.8829	0.0466
Si	0.2342	-0.0625	-0.2953
Si	0.1532	-0.0958	0.0382
Si	-0.1259	-0.1307	0.1548
O	0.1048	-0.0195	0.2113
O	0.1707	0.0266	0.2351
O	-0.1653	0.1272	0.1482
O	-0.0169	0.02	-0.0176
O	0.1274	0.11	0.3907
O	-0.1634	0.0128	0.2526
O	0.0616	0.0367	0.0012
O	-0.1756	-0.128	0.1535
O	0.0111	0.0224	0.078
O	-0.5056	-0.0413	-0.0381
O	0.1974	0.0321	0.2969
O	0.0134	0.0227	0.0693
O	0.0664	-0.0315	0.5691
O	-0.1403	0.3056	0.157
O	0.0412	0.106	-0.1698
O	-0.1666	0.2397	-0.1178
O	0.2323	-0.0716	-0.1572
O	0.095	0.0499	-0.1759
O	0.0251	-0.194	-0.0919
O	-0.2365	0.1709	-0.1754
O	0.0121	0.0083	-0.1373
O	0.1383	-0.157	-0.2319
O	0.1059	0.4395	-0.3065
O	-0.4248	0.2219	-0.2023
O	-0.0034	0.2354	-0.2799
O	-0.0059	0.0217	-0.1447
O	0.1922	-0.2094	-0.1039
O	-0.1091	0.0028	0.1682
O	0.0248	0.0345	0.3017
O	0.0414	0.009	0.1816
O	0.0562	0.1243	0.1267
O	0.0298	0.0459	-0.1246
O	0.1441	-0.1405	0.1021
O	-0.0364	-0.0119	0.1879
O	-0.0505	-0.0297	0.1156
O	0.043	0.0235	-0.2013
O	-0.0148	-0.0083	-0.022
O	-0.0375	0.1587	-0.2571
O	0.0242	-0.0036	0.0571
O	-0.0632	0.0028	-0.0216
O	-0.0274	-0.0411	-0.1203
O	-0.122	-0.0909	-0.2036
O	-0.0302	-0.0151	0.0677
O	-0.0167	0.0633	-0.1511
O	0.1016	0.1216	-0.2051
O	0.0563	0.027	-0.0618
O	0.0107	-0.4317	-0.5214
O	0.0283	0.0664	-0.2118
O	-0.0455	-0.0059	0.0137
O	-0.0619	-0.042	-0.0887
O	-0.0509	-0.2203	0.2383
O	-0.0987	-0.0686	-0.058
O	-0.0177	-0.0195	-0.0159
O	-0.0286	0.0139	0.0947
O	0.0687	-0.0799	-0.1729
O	0.0187	-0.0072	-0.0558
O	-0.1798	0.1914	-0.1467
O	-0.1126	0.0184	0.1334
O	0.012	-0.0884	-0.1953
O	-0.019	0.0505	-0.0912
O	-0.1248	-0.007	-0.2774
O	-0.0683	-0.1348	-0.1181
O	-0.0164	0.0665	-0.1068
O	0.043	0.1034	-0.1025
O	-0.0071	0.0212	-0.0115
O	-0.0782	0.0483	0.0041
O	0.1259	-0.2474	-0.0472
O	0.015	-0.2473	0.1058
O	-0.0504	-0.1726	-0.0616
O	0.019	0.0417	-0.0681
O	0.0036	0.0847	0.1097
O	0.0729	-0.016	-0.0958
O	0.0702	-0.1782	-0.3284
O	-0.2771	0.0693	0.2857
O	-0.004	-0.0059	0.111
O	0.0925	0.0574	-0.0376
O	0.3423	-0.0793	-0.0675
O	0.1205	0.1112	0.0365
O	0.1078	-0.0026	0.2212
O	0.0146	-0.0243	0.0936
O	0.0817	-0.0828	0.0751
O	-0.1783	0.2619	0.3054
O	-0.0827	0.1196	-0.175
O	-0.0333	0.0054	-0.1032
O	0.0853	0.0414	0.1024
O	-0.0881	-0.126	-0.1005
O	0.0497	0.0533	-0.0693

The program warned: the cutoff lies below the one the program advises for these potential files.
